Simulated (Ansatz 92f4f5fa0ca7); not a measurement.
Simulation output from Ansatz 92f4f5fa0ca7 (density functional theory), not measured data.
Periodic cell of 219 atoms, Si133O78N8, from a study of silicon, its oxide and their interface. The atomic structure is a simulated model.
Doubt: the cutoff is far below the 930 eV that the study's wrapper takes by default for these files, so forces and energies are approximate.

Settings
functional: PBE
potential files: Ansatz PAW
basis: plane waves
wave-function cutoff: 580 eV
density cutoff ratio: 5
exchange-correlation grid ratio: 1
k mesh: 1 x 1 x 1, Gamma-centred
self-consistency stop: 5e-08 eV per atom in the density residual
occupations: fixed
spin: none
net charge: 0

Cell vectors (angstrom)
a, 10.938, 0, 0
b, 0, 10.938, 0
c, 0, 0, 31.7247

Atoms and the computed forces on them: element, x, y, z (angstrom), force x, y, z (eV/angstrom)
Si, -0.6609, 0.5891, 24.0817, -0.1151, -0.2127, 0.1739
Si, 5.8408, -0.3598, 24.5024, 0.0151, -0.2914, -0.0206
Si, 2.3414, 2.4924, 23.8995, 0.1046, 0.3671, 0.387
Si, 7.9704, 2.7188, 24.3733, 0.2179, -0.1471, 0.2308
Si, 0.3224, 5.0711, 23.977, 0.0296, -0.2341, 0.2108
Si, 5.7954, 5.0106, 24.3637, 0.0776, 0.0772, 0.0953
Si, 2.4617, 8.1378, 23.9192, 0.1116, -0.1218, 0.5052
Si, 7.9186, 8.1595, 24.2813, -0.2137, 0.1702, -0.1779
Si, 1.1761, 1.3114, 25.5676, -0.1876, -0.0593, -0.2745
Si, 6.8621, 1.2814, 25.8409, -0.0894, -0.1772, -0.2409
Si, 4.0387, 3.867, 25.4176, -0.4254, -0.2242, -0.5506
Si, 9.542, 4.0852, 25.5154, 0.3216, 0.0662, -0.6455
Si, 1.3343, 6.7221, 25.4835, 0.0618, -0.2054, -0.3918
Si, 6.8833, 6.643, 25.7812, -0.0888, -0.0254, -0.153
Si, 4.0749, 9.3442, 25.484, -0.0575, 0.0103, -0.4656
Si, 9.5593, 9.5318, 25.3905, -0.1133, 0.1826, -0.3863
Si, 2.7228, -0.068, 26.86, 0.0043, -0.0102, -0.1304
Si, 8.2974, -0.0995, 26.9864, 0.1854, 0.0212, 0.1059
Si, -0.0225, 2.7609, 26.945, 0.014, 0.072, 0.0198
Si, 5.4166, 2.7058, 26.9636, 0.1214, 0.0713, 0.0844
Si, 2.7664, 5.4108, 26.8573, 0.1617, 0.0289, -0.0047
Si, 8.3291, 5.4008, 27.0178, -0.0542, 0.103, 0.1816
Si, 0.0069, 8.1724, 26.8399, -0.0236, 0.1045, 0.1556
Si, 5.4745, 8.1217, 26.9619, -0.0925, -0.0077, 0.0407
Si, 4.1018, 1.3673, 28.3064, -0.5502, -0.4055, -0.062
Si, 9.5708, 1.3673, 28.3064, 0.2993, -0.1373, 0.2194
Si, 1.3673, 4.1018, 28.3064, 0.0934, 0.1564, -0.1846
Si, 6.8362, 4.1018, 28.3064, -0.0259, -0.1779, -0.0131
Si, 4.1018, 6.8362, 28.3064, -0.1801, -0.4838, 0.0522
Si, 9.5708, 6.8362, 28.3064, 0.513, 0.3708, 0.2015
Si, 1.3673, 9.5708, 28.3064, -0.0736, -0.2474, -0.4595
Si, 6.8362, 9.5708, 28.3064, -0.0197, -0.3028, 0.0576
Si, 0, 0, 29.6737, 0.0184, 0.1285, -0.0012
Si, 5.469, 0, 29.6737, -0.049, -0.0202, -0.0651
Si, 2.7345, 2.7345, 29.6737, -0.1122, -0.1099, -0.0265
Si, 8.2035, 2.7345, 29.6737, -0.2204, -0.1468, -0.0139
Si, 0, 5.469, 29.6737, 0.1591, 0.2551, 0.0339
Si, 5.469, 5.469, 29.6737, -0.0194, 0.0629, -0.0078
Si, 2.7345, 8.2035, 29.6737, -0.1495, -0.1084, -0.0427
Si, 8.2035, 8.2035, 29.6737, -0.0908, -0.0712, 0.0174
Si, 1.3673, 1.3673, 31.0409, 0.0582, -0.0101, -0.0036
Si, 6.8362, 1.3673, 31.0409, 0.0427, -0.0221, 0.0072
Si, 4.1018, 4.1018, 31.0409, 0.0503, -0.0448, -0.0408
Si, 9.5708, 4.1018, 31.0409, 0.0185, -0.0219, -0.0494
Si, 1.3673, 6.8362, 31.0409, 0.0237, -0.057, 0.0404
Si, 6.8362, 6.8362, 31.0409, 0.0046, -0.0204, -0.0062
Si, 4.1018, 9.5708, 31.0409, 0.0511, -0.0214, -0.0286
Si, 9.5708, 9.5708, 31.0409, 0.0147, 0.0456, -0.0363
Si, 2.7345, 0, 0.6835, -0.0531, 0.027, 0.002
Si, 8.2035, 0, 0.6835, -0.0595, -0.0104, 0.0067
Si, 0, 2.7345, 0.6835, -0.0164, -0.0436, 0.0145
Si, 5.469, 2.7345, 0.6835, -0.0422, 0.0283, 0.0172
Si, 2.7345, 5.469, 0.6835, -0.0207, 0.0724, 0.0031
Si, 8.2035, 5.469, 0.6835, -0.0604, 0.066, 0.0159
Si, 0, 8.2035, 0.6835, -0.0465, -0.0118, 0.0263
Si, 5.469, 8.2035, 0.6835, 0.0445, -0.032, 0.0293
Si, 4.1018, 1.3673, 2.0507, 0.089, -0.0467, 0.0948
Si, 9.5708, 1.3673, 2.0507, 0.0452, 0.0425, -0.0405
Si, 1.3673, 4.1018, 2.0507, 0.0719, 0.0099, -0.0312
Si, 6.8362, 4.1018, 2.0507, -0.0139, -0.1211, 0.0562
Si, 4.1018, 6.8362, 2.0507, -0.0466, -0.0686, -0.0354
Si, 9.5708, 6.8362, 2.0507, 0.0524, -0.043, 0.028
Si, 1.3673, 9.5708, 2.0507, 0.2356, 0.1778, 0.0278
Si, 6.8362, 9.5708, 2.0507, 0.0433, 0.0808, -0.0597
Si, 0, 0, 3.418, 0.1351, 0.6048, -0.1395
Si, 5.469, 0, 3.418, 0.3853, -0.1135, -0.3235
Si, 2.7345, 2.7345, 3.418, -0.3007, 0.3724, 0.1909
Si, 8.2035, 2.7345, 3.418, 0.1392, 0.0918, 0.1281
Si, 0, 5.469, 3.418, -0.0268, 0.1356, -0.0191
Si, 5.469, 5.469, 3.418, -0.4286, -0.0718, 0.1441
Si, 2.7345, 8.2035, 3.418, 0.3678, 0.137, -0.193
Si, 8.2035, 8.2035, 3.418, -0.023, 0.2688, 0.1807
Si, 1.2821, 1.4885, 4.8165, -0.2907, 0.0988, 0.0057
Si, 6.8914, 1.3076, 4.7717, 0.0751, 0.0815, -0.0405
Si, 4.0346, 4.134, 4.8472, -0.1953, 0.0871, 0.0874
Si, 9.5315, 4.1835, 4.8143, -0.0181, -0.0955, -0.1129
Si, 1.3406, 6.9111, 4.7501, 0.0292, -0.076, 0.0324
Si, 6.7779, 6.8692, 4.765, -0.091, 0.0158, -0.0464
Si, 4.1824, 9.5551, 4.7675, 0.1036, -0.0411, -0.044
Si, 9.6203, 9.6179, 4.7771, -0.2187, -0.0862, 0.0329
Si, 2.7417, 0.0428, 5.9111, 0.1869, 0.1152, 0.1799
Si, 8.372, 0.0704, 6.2046, 0.0303, 0.1082, 0.0658
Si, -0.058, 2.9881, 6.349, 0.1295, 0.1517, 0.2147
Si, 5.5095, 2.6915, 6.0396, -0.3785, -0.4882, 0.3368
Si, 2.6221, 5.6735, 6.2585, 0.0084, 0.0055, 0.1626
Si, 8.1594, 5.6125, 6.1293, 0.1237, -0.008, 0.3199
Si, 0.0588, 8.3125, 6.1422, 0.2279, 0.0802, 0.351
Si, 5.5876, 8.2486, 6.2559, 0.0448, 0.1454, 0.4581
Si, 3.9742, 1.342, 7.4178, 0.0077, 0.3255, 0.0637
Si, 9.2571, 1.8294, 7.6534, -0.0402, 0.1722, 0.3113
Si, 0.8046, 4.907, 7.7464, 0.0085, -0.2059, -0.2267
Si, 6.9251, 3.973, 7.3325, 0.0455, 0.1457, 0.1905
Si, 3.8306, 7.2635, 7.6139, -0.0136, 0.0655, 0.148
Si, 9.5257, 7.0905, 7.4822, -0.1215, 0.0853, -0.0772
Si, 1.7062, 9.588, 7.4238, -0.1584, -0.059, 0.139
Si, 7.3854, 9.4264, 7.595, -0.4768, 0.0959, -0.4595
N, 8.7146, 8.4697, 8.3837, -0.0428, -0.2225, -0.4751
O, 3.2915, 2.8016, 7.9008, -0.165, 0.1208, 0.0161
O, 13.0297, 16.1385, 20.6768, -0.037, 0.0399, 0.1115
O, 6.2331, 3.9177, 15.0729, 0.0466, 0.002, 0.0602
O, 6.835, 9.3874, 23.8013, -0.1077, 0.1657, 0.4194
N, -0.0471, 6.0077, 22.4754, -0.1549, -0.3138, 0.3387
O, 2.2322, 2.0585, 10.1486, -0.109, 0.2014, -0.0169
N, -0.4829, 5.9638, 8.5278, 0.2048, -0.0093, -0.2177
O, 11.0146, 5.2931, 11.2466, -0.0371, 0.0798, -0.1187
O, -1.9666, 15.1014, 10.1231, 0.0003, 0.1453, -0.0372
N, 3.8559, 0.3206, 8.9373, 0.3828, 0.1892, -0.4752
O, 4.0432, 4.1882, 10.1291, -0.1024, -0.0385, 0.0941
N, 8.797, 6.9413, 10.6195, 0.1117, -0.097, -0.2182
N, 6.7848, 3.7062, 23.4098, 0.0035, 0.0988, 0.2159
O, 10.9981, 11.3408, 22.6011, 0.1289, -0.0498, 0.1748
O, 5.2772, 6.4117, 23.505, 0.2789, -0.2514, -0.0438
O, 1.3409, 3.7958, 23.4472, -0.0121, 0.0394, 0.239
O, 2.4964, 7.0988, 22.5794, 0.0915, 0.1754, 0.1699
N, 8.0082, 7.1291, 22.8101, 0.1161, -0.0977, 0.1545
O, 1.7416, 9.5507, 23.4339, -0.189, 0.0467, -0.116
Si, 4.3152, 0.6269, 22.1456, 0.3638, 0.0395, -0.3189
Si, 9.8269, 5.5903, 10.1299, 0.0784, -0.2349, 0.1636
Si, 4.5448, 8.95, 20.6803, 0.1265, 0.0725, -0.4061
Si, 6.3164, 6.8755, 22.3012, 0.0686, 0.1256, 0.0364
Si, -1.568, 5.4353, 16.5569, -0.0711, 0.03, -0.0403
Si, 9.4028, 5.8857, 13.7483, 0.0715, -0.0373, -0.0379
Si, -2.8056, -1.0079, 18.5254, -0.0654, 0.0897, 0.0813
Si, 12.1463, 10.0381, 14.7187, -0.0983, -0.074, -0.0576
Si, 2.8322, 3.3731, 9.3708, -0.1024, -0.2202, -0.1125
Si, 1.1872, -3.4937, 13.4373, 0.0635, -0.0459, -0.0855
Si, -8.2906, 4.7356, 13.8126, -0.0887, 0.052, 0.0035
Si, 17.9767, 3.4023, 16.4052, -0.0222, -0.0392, -0.0804
Si, 6.6765, 12.3534, 11.8895, 0.0359, -0.0811, 0.1163
Si, 7.1733, 4.1385, 21.7589, -0.0349, -0.0489, -0.2258
Si, 2.2821, 11.4129, 9.7063, 0.0982, -0.2753, -0.0248
Si, 12.6473, 8.8398, 19.8949, -0.0281, -0.182, -0.1589
Si, 5.1508, 14.1646, 14.058, -0.0087, -0.0008, 0.0034
Si, 9.2248, 6.103, 21.9271, -0.0882, 0.3898, -0.155
Si, -10.646, -0.5592, 17.7385, -0.0384, -0.1453, -0.0571
Si, 6.0355, -6.4671, 19.1651, 0.0677, 0.0899, 0.0785
Si, -4.2832, 20.4427, 11.648, -0.0849, 0.0146, 0.2011
Si, 9.088, 8.5929, 10.0961, -0.0821, 0.322, 0.3855
Si, 0.7622, 9.6691, 11.7516, 0.0937, -0.1889, 0.1839
Si, 11.1194, 4.0318, 12.3165, -0.0175, -0.0625, 0.2106
Si, 12.8159, 1.9946, 17.9508, -0.0283, -0.0026, -0.0198
Si, 3.6778, 11.7961, 15.6107, -0.0274, 0.0315, -0.0655
Si, 12.5178, -0.1499, 22.3416, -0.1899, -0.1037, -0.1791
Si, 6.3015, 0.5392, 16.8293, 0.0583, 0.0286, 0.077
Si, 9.3179, 13.543, 10.5777, -0.0349, 0.0406, 0.1468
Si, 2.8222, 4.4868, 19.3765, -0.0423, 0.0705, -0.1588
Si, 5.3487, -0.0711, 9.6472, -0.2573, -0.0792, 0.5051
Si, 5.171, 5.3187, 9.7168, 0.278, 0.0611, -0.3768
Si, 5.9287, 11.3146, 19.6408, 0.1955, -0.0863, -0.055
Si, 12.3769, 4.562, 16.7102, 0.013, 0.0595, -0.1398
Si, 7.3901, 6.6339, 11.6282, -0.0398, 0.0187, 0.3352
Si, 12.3227, 6.4319, 21.5267, -0.1247, 0.1787, 0.0155
Si, -2.7607, 6.8187, 19.057, 0.0361, 0.0623, -0.0408
O, 2.6079, 10.8943, 14.7687, 0.0339, 0.033, 0.0104
O, 5.0674, 10.9686, 15.8876, 0.0106, -0.0157, -0.0143
O, 7.9119, 2.775, 7.887, 0.1862, 0.0287, -0.3076
O, 2.4121, 4.59, 15.4137, -0.019, -0.0013, 0.1225
O, 6.8239, 5.9118, 18.9897, -0.0719, -0.0577, -0.0241
O, 6.4124, 10.4497, 8.4877, 0.3442, -0.1819, -0.1208
O, -4.7918, 16.7616, 10.934, -0.189, -0.0847, -0.027
O, -2.8946, -5.1555, 12.8472, -0.0453, 0.0494, -0.1008
O, -0.7884, 4.4275, 13.5923, -0.0217, 0.0054, -0.0105
O, 13.216, 6.26, 13.428, -0.0124, -0.0161, 0.0275
O, -4.2018, -0.0891, 12.6025, 0.0087, -0.0749, -0.0725
O, 0.4193, 10.3181, 13.2647, 0.0003, 0.0348, 0.0037
O, 9.1332, -4.5579, 17.8326, 0.0474, -0.0094, 0.0293
O, 1.227, -1.7601, 18.3726, 0.0317, 0.0266, 0.1011
O, 2.2402, 5.1898, 17.9995, 0.0239, -0.0215, 0.0706
O, 11.7782, 7.5969, 20.5018, 0.0829, -0.0386, 0.0387
O, 10.983, 5.3155, 16.4005, 0.0003, 0.011, 0.0592
O, 7.9449, 9.6144, 10.6574, 0.1874, -0.1091, -0.062
O, 18.2496, -0.6981, 17.137, -0.0123, -0.0005, -0.0631
O, 9.0413, 1.6406, 23.6129, 0.0069, -0.0423, 0.2941
O, 12.431, -2.5166, 14.72, -0.0011, 0.0787, 0.0677
O, 3.0485, 1.3001, 17.0505, -0.0006, 0.0395, 0.0759
O, 1.0319, 13.9569, 17.0145, -0.0068, -0.0193, -0.0104
O, 15.3783, 15.6119, 19.5031, 0.0063, -0.0105, 0.0043
O, 18.4922, 10.9631, 19.705, -0.0504, -0.0174, -0.0473
O, 7.1583, 1.7797, 16.2033, 0.0194, 0.0182, -0.013
O, 6.7592, 8.0174, 12.2997, 0.0715, -0.0653, -0.0616
O, 8.7735, 4.5077, 21.8562, -0.0646, -0.0137, 0.0289
O, 4.2019, 15.3533, 13.46, 0.0202, 0.0154, -0.0075
O, 12.5087, -0.748, 20.8103, 0.023, 0.2131, 0.2255
O, 9.6821, 12.5983, 9.2804, 0.0097, -0.1276, -0.3924
O, 4.1106, 2.1824, 14.7665, -0.0346, -0.0454, 0.0621
O, 10.5353, -3.9091, 13.4316, -0.0429, 0.0106, 0.0489
O, 4.4148, 6.6003, 9.0253, -0.0525, 0.0511, -0.1275
O, -1.2286, 10.1635, 18.2592, 0.0763, 0.0479, 0.0007
O, 4.0721, 9.9506, 21.8921, -0.1306, 0.0229, 0.1389
O, 5.8587, 1.2547, 10.4826, -0.0205, -0.0414, -0.1889
O, -2.3979, 4.021, 16.6124, 0.0263, -0.0288, 0.014
O, -0.4732, -1.6315, 10.7154, -0.2272, -0.1614, -0.2655
O, -5.2948, 7.9579, 21.3165, -0.0191, -0.0606, 0.1097
O, 1.5878, 4.3877, 9.1026, 0.0554, -0.0717, 0.1494
O, 1.4906, 8.245, 12.0551, -0.0456, 0.0358, -0.0786
O, 5.662, 12.0552, 18.231, -0.021, 0.0203, 0.0003
O, -0.3207, 2.6718, 11.5785, 0.0045, -0.0152, -0.107
O, 20.0152, 6.6434, 20.4002, 0.0688, -0.1004, 0.0357
O, 6.1282, 25.6501, 17.6975, -0.0211, 0.011, 0.0955
O, 5.9491, 13.4077, 12.8693, 0, -0.0224, -0.0906
O, -2.1004, 6.2045, 15.2326, 0.0358, -0.0428, -0.01
O, 0.8273, 11.7777, 18.3888, 0.0406, 0.0324, 0.0754
O, -4.1577, 3.4493, 20.2876, 0.1127, 0.1092, 0.2838
O, 5.381, 0.7542, 23.3602, -0.0532, -0.0295, 0.0312
O, 6.1562, 4.6436, 8.6111, 0.0104, 0.029, -0.0233
O, -5.7046, -1.0976, 19.522, -0.0936, -0.0407, 0.076
O, -2.7977, 12.9262, 11.5063, 0.0555, -0.0148, -0.1009
O, 13.6618, 19.3728, 8.1196, 0.0708, -0.0634, -0.4861
O, 18.7654, 8.3965, 18.9422, -0.0226, -0.0909, 0.0041
O, 12.1942, 10.7698, 8.5604, 0.0136, -0.2675, -0.1187
O, 1.6814, 3.771, 12.8991, -0.0373, 0.0408, -0.0858
O, 6.3328, 5.4994, 21.4666, -0.0764, -0.0293, -0.2571
O, 25.1334, 8.2786, 19.9502, -0.0026, 0.0067, 0.1068
N, 2.7318, 12.1464, 22.5852, -0.0843, 0.3025, 0.4206
O, 16.1057, 12.1334, 20.8427, -0.2046, -0.0885, 0.1527
O, 0.3654, -0.5582, 16.0933, -0.0169, 0.0384, 0.0126
O, 1.8951, -0.3197, 11.0723, 0.1268, 0.1817, -0.2375
O, 5.2835, -1.3126, 10.7403, 0.0845, 0.1121, -0.0755
O, 2.4645, 2.8668, 19.2301, 0.0152, -0.016, 0.0279

Results
free energy: -131987.487 eV
free energy less fixed offsets of N -385.13, O -568.88, Si -635.61 eV per atom: 2.323 eV

The program warned: the cutoff lies below the one the program advises for these potential files; the exchange-correlation potential is rough where the density is thin.
